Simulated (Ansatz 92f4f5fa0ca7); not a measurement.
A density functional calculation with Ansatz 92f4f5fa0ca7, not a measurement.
Periodic cell of 214 atoms, Si131O81As2, from a study of silicon, its oxide and their interface. The atomic structure is a simulated model.
Doubt: the cutoff is far below the 930 eV that the study's wrapper takes by default for these files, so forces and energies are approximate.

Settings: functional PBE; potential files Ansatz PAW; basis plane waves; wave-function cutoff 580 eV; density cutoff ratio 5; exchange-correlation grid ratio 1; k mesh 1 x 1 x 1, Gamma-centred; self-consistency stop 5e-08 eV per atom in the density residual; occupations fixed; spin none; net charge 0.

Cell vectors (angstrom)
a 10.938 0 0
b 0 10.938 0
c 0 0 31.5432

Atoms and the computed forces on them: element, x, y, z (angstrom), force x, y, z (eV/angstrom)
Si 10.4334 0.5787 24.3317 0.0139 0.0095 0.0006
Si 6.0386 10.5054 24.1362 0.0048 0.0365 0.0243
Si 2.1288 3.2521 24.0829 -0.0015 -0.0275 0.0105
Si 8.7032 2.2652 24.2951 -0.042 -0.0068 0.0199
Si 0.4972 5.0576 24.1594 0.0067 0.0272 0.0179
Si 5.0494 5.9032 24.1961 0.0351 -0.0131 -0.0016
Si 3.3912 7.6565 24.1543 -0.0138 -0.004 -0.0011
Si 7.8269 8.8333 23.9846 0.0176 -0.0234 -0.0036
Si 1.3441 1.4775 25.4482 -0.0183 0.0384 0.0485
Si 6.9099 1.3138 25.4757 0.0243 -0.0351 0.0694
Si 4.0279 4.1042 25.3224 -0.0373 0.0129 0.0186
Si 9.6551 4.1091 25.407 0.0329 -0.0339 0.0447
Si 1.4901 6.8229 25.3568 0.007 -0.0199 0.0383
Si 6.8947 6.9541 25.2424 -0.014 0.0196 0.0036
Si 4.2218 9.5426 25.3308 0.0117 -0.0222 0.0232
Si 9.5325 9.6418 25.4221 -0.0603 0.0098 0.0621
Si 2.7779 0.0036 26.6507 -0.0135 0.0305 -0.1327
Si 8.211 -0.0208 26.917 0.0128 -0.0157 0.2159
Si 0.007 2.7756 26.8957 0.014 -0.0103 0.2137
Si 5.4488 2.739 26.6711 -0.0014 -0.0027 -0.1124
Si 2.7486 5.4449 26.8221 0.0144 -0.0092 0.1322
Si 8.2185 5.5268 26.6366 0.0131 0.0193 -0.1279
Si 0.0372 8.2092 26.6545 0.0129 0.0424 -0.1207
Si 5.5413 8.2077 26.7812 0.0283 -0.001 0.1018
Si 4.1113 1.364 28.0679 0.0051 0.0133 0.0689
Si 9.5819 1.3773 28.2426 -0.0292 0.0111 -0.3516
Si 1.3823 4.1316 28.2416 -0.0216 -0.0426 -0.3367
Si 6.8339 4.1403 28.0212 0.0305 -0.07 0.1301
Si 4.1495 6.8298 28.1349 -0.1029 0.0388 -0.0878
Si 9.5964 6.85 28.0476 -0.0041 -0.0051 0.0925
Si 1.3966 9.5821 28.0403 -0.0258 -0.0291 0.1185
Si 6.831 9.5432 28.2415 0.0544 0.0983 -0.3298
Si 0.0342 -0.0212 29.5008 0.0414 -0.0541 -0.0268
Si 5.4486 0.0153 29.5005 0.009 0.0103 0.087
Si 2.7572 2.714 29.5008 0.0172 -0.0168 0.0192
Si 8.1739 2.7701 29.4867 -0.041 0.0416 0.015
Si -0.0211 5.5007 29.5027 -0.0332 0.0143 0.0802
Si 5.4905 5.4585 29.4882 0.0161 -0.0286 -0.0345
Si 2.7424 8.207 29.4656 -0.0003 -0.0055 -0.0163
Si 8.2373 8.1739 29.5034 0.0275 -0.0469 0.0186
Si 1.3673 1.3673 30.8594 0.1659 -0.1164 0.14
Si 6.8362 1.3673 30.8594 -0.1483 0.1496 -0.095
Si 4.1018 4.1018 30.8594 0.1647 -0.101 0.03
Si 9.5708 4.1018 30.8594 -0.1758 0.1482 -0.0692
Si 1.3673 6.8362 30.8594 0.0197 0.236 -0.1244
Si 6.8362 6.8362 30.8594 0.153 -0.1628 0.0878
Si 4.1018 9.5708 30.8594 -0.1947 0.011 -0.0742
Si 9.5708 9.5708 30.8594 0.1699 -0.1164 0.0831
Si 2.7345 0 0.6835 0.098 -0.1571 0.0801
Si 8.2035 0 0.6835 -0.2686 0.042 -0.1451
Si 0 2.7345 0.6835 -0.2027 0.1481 -0.1172
Si 5.469 2.7345 0.6835 0.1115 -0.1581 0.0941
Si 2.7345 5.469 0.6835 -0.2018 0.1018 -0.1082
Si 8.2035 5.469 0.6835 0.0502 -0.2757 0.1441
Si 0 8.2035 0.6835 0.1865 -0.1554 0.0605
Si 5.469 8.2035 0.6835 -0.0998 0.1611 -0.1203
Si 4.1217 1.3411 2.0542 0.0217 0.0148 -0.0385
Si 9.5199 1.3971 2.0262 -0.0261 0.0751 -0.0247
Si 1.3387 4.1201 2.0452 -0.0149 0.0642 0.0039
Si 6.8481 4.0679 2.0688 0.0547 -0.0059 -0.0652
Si 4.0886 6.8461 2.0356 -0.0753 0.0543 -0.0505
Si 9.595 6.8003 2.0466 0.0269 -0.0224 -0.0376
Si 1.3778 9.5538 2.0512 0.0133 -0.0237 -0.0702
Si 6.8159 9.5771 2.0551 -0.0098 -0.0342 0.0105
Si -0.069 -0.0055 3.2844 0.174 -0.0689 0.3372
Si 5.4616 -0.0143 3.5033 -0.0137 0.0134 -0.1136
Si 2.7008 2.7139 3.3229 -0.0013 0.01 0.3003
Si 8.1686 2.676 3.519 -0.0406 0.0926 -0.0926
Si -0.0367 5.4289 3.5061 0.0005 -0.0149 -0.1494
Si 5.4381 5.4527 3.3355 0.1023 -0.1698 0.3697
Si 2.737 8.1815 3.4654 -0.057 0.026 -0.0211
Si 8.1987 8.1616 3.3343 -0.124 0.0772 0.1173
Si 1.2693 1.3568 4.6428 0.3332 0.1077 -0.2293
Si 6.8211 1.2979 4.9509 -0.02 -0.0345 0.0815
Si 4.0604 4.0754 4.7051 -0.0455 -0.0336 -0.1761
Si 9.5348 4.0312 4.9016 0.0218 -0.0424 0.1256
Si 1.3549 6.8166 4.8401 0.0326 0.0336 0.1422
Si 6.836 6.787 4.6945 0.0357 0.0457 -0.1846
Si 4.0874 9.5486 4.8725 0.0041 0.0001 0.1389
Si 9.5222 9.5794 4.6572 -0.0939 -0.329 -0.1888
Si 2.5807 0.0339 6.0638 -0.0835 0.0058 -0.0905
Si 8.2183 -0.1868 6.2382 -0.1089 0.0465 -0.005
Si 0.0112 2.6122 6.1977 0.0207 0.1047 -0.0267
Si 5.3451 2.7124 6.1922 0.0474 0.0393 -0.1028
Si 2.726 5.4049 6.1667 0.1102 -0.0423 -0.0205
Si 8.0975 5.4115 6.1878 -0.0607 -0.0413 -0.0471
Si -0.0934 8.2425 6.0494 -0.0705 0.1088 -0.2104
Si 5.5441 8.1358 6.1421 -0.0164 -0.0746 -0.0174
Si 3.4648 1.8281 7.3378 -0.2104 -0.0042 0.0551
Si 10.0698 0.7287 7.3648 -0.0052 0.0588 0.2141
Si 1.7991 3.606 7.3958 -0.0639 -0.0218 -0.0781
Si 6.207 4.5448 7.397 0.0274 0.0615 -0.038
Si 4.6003 6.3229 7.2856 -0.0371 0.0642 -0.0419
Si 9.1634 7.1652 7.3204 0.133 0.1638 0.0513
As 0.8788 9.9497 7.4402 0.1788 -0.1143 0.3535
Si 7.3947 8.8457 7.4649 0.0942 0.0102 -0.0589
O 4.4782 6.7481 8.8783 0.0208 0.0196 0.0366
O 1.3771 3.9747 8.9591 0.0251 0.0197 0.069
O 9.8529 6.6889 8.7585 -0.0886 -0.0166 -0.0175
O 6.2416 4.323 9.0473 -0.0197 -0.0675 0.1014
O 3.5577 1.3915 8.9436 0.0579 0.0804 -0.2553
O 7.1553 8.9296 9.1134 0.0077 0.0269 0.1391
O 9.7751 0.962 8.9939 -0.146 0.0594 0.1123
O 8.2407 2.5408 22.736 0.0028 -0.0012 0.0171
O 10.9961 5.5623 22.6425 -0.0061 -0.0046 0.0035
O 5.6262 0.0906 22.6256 -0.0034 -0.0047 0.0121
O 5.3016 5.4129 22.6331 -0.0087 0.0024 0.0176
O 2.1429 2.8015 22.4805 0.0032 -0.0029 -0.0085
O 3.3272 7.8541 22.5016 0.0078 0.0046 0.0209
O 8.3708 8.7473 22.4026 -0.0062 0.0073 0.0087
O -0.1788 11.2406 22.742 -0.0026 0.0048 0.0237
Si 2.1554 2.9869 12.9081 -0.0127 -0.0138 0.0169
Si 8.8012 1.2547 10.2732 0.0139 0.0214 -0.0613
Si 1.0574 4.5261 15.3613 -0.0041 0.0057 0.0527
Si 7.6373 5.6437 12.1887 -0.0167 0.0231 0.0519
Si 2.4102 8.19 21.2049 -0.0098 0.0066 -0.0293
Si 5.4411 7.8219 12.4564 0.0171 -0.0267 0.0431
Si 9.2545 0.505 15.4918 -0.0293 -0.0192 0.04
Si 2.9026 -0.034 16.6521 -0.0087 0.0045 0.0065
Si 10.5092 1.1279 12.6297 0.0494 0.0166 0.1092
Si 7.758 2.8384 21.2263 0.0151 0.0082 -0.0442
Si 9.083 8.7735 14.5546 -0.0529 0.0288 0.0589
Si 1.4755 4.7749 10.3767 0.0179 0.0237 -0.0291
Si 4.4759 9.4947 19.1267 0.0002 0.0113 -0.017
Si 11.0699 6.1073 21.1115 0.001 -0.0065 -0.0296
Si 6.5965 10.4763 14.8755 0.0406 0.002 0.0554
Si 5.3837 0.7393 21.1627 -0.0148 -0.0067 -0.0412
As 2.2014 10.0724 10.6351 0.1817 -0.0003 -0.1072
Si 0.4245 10.638 21.38 0.0132 0.0009 -0.0272
Si 5.8501 5.2641 21.1221 -0.0009 0.0052 -0.0311
Si 3.5616 7.1854 10.1384 -0.0446 0.0237 -0.118
Si 9.0401 5.7298 14.9087 0.0061 -0.0057 0.0215
Si 3.6464 4.0963 19.0994 -0.0044 -0.0023 -0.0181
Si 10.0287 3.6718 19.3191 -0.0024 0.0001 -0.0114
Si 4.2634 8.6872 15.3616 -0.0062 0.0242 0.0692
Si 0.4554 1.9389 17.1587 0.0023 -0.0208 0.0108
Si 6.788 7.5388 19.2324 0.002 -0.0026 -0.0059
Si 5.2631 3.6251 16.7703 0.0078 0.0021 -0.0064
Si 7.776 5.0058 17.5297 -0.0107 -0.012 0.0081
Si 6.7426 9.9109 10.3505 -0.0473 -0.0701 0.019
Si 4.5056 1.0439 10.214 -0.1765 -0.1077 0.272
Si 0.0672 9.0037 12.1271 0.0545 0.0707 -0.0424
Si 9.0947 8.6355 20.9301 -0.0021 0.0029 -0.0225
Si 4.5542 1.6918 14.5929 -0.0035 0.0028 0.0552
Si 2.4389 2.0895 21.0446 -0.0035 0.0051 -0.0206
Si 6.5107 3.363 10.3363 0.0263 0.0754 -0.017
Si 3.4513 5.9293 16.7347 0.0097 -0.0016 -0.001
Si 9.9745 6.6042 10.3756 -0.0259 -0.0602 -0.0031
O 0.1237 2.6353 18.5937 -0.0027 0.0082 0.0068
O 2.9167 9.635 15.5814 0.0088 -0.018 -0.0148
O 10.8591 4.8108 20.1469 0.0013 0.0029 0.0062
O 7.72 2.3886 9.8432 0.0076 -0.0122 0.0562
O 10.9212 5.3248 10.8029 -0.0297 0.0025 0.0022
O 6.5886 6.7212 12.8275 -0.0095 0.0152 -0.0247
O 10.5592 8.0586 10.8696 -0.0058 -0.0356 -0.0067
O 7.6372 9.4529 14.0578 0.0172 -0.031 -0.0348
O 8.4876 6.3508 10.9915 0.0003 0.0158 -0.0051
O 5.3542 10.4967 20.0562 0.0002 0.0029 0.0092
O 2.1689 3.7297 11.4411 0.0251 -0.0173 0.0078
O 7.9722 8.5494 19.743 0.0051 -0.0026 0.0035
O 6.2033 6.7366 20.5328 -0.0035 -0.0013 0.0128
O 5.5175 2.7129 15.4466 0.0021 -0.0048 -0.0043
O 1.3022 0.9293 20.6954 -0.0089 -0.0017 0.0103
O 6.1302 9.0638 11.614 0.0077 0.0456 -0.0485
O 4.649 5.0006 16.1375 -0.0008 0.0073 -0.0017
O 6.5941 3.8946 17.6792 0.0014 0.0016 -0.005
O 10.591 10.5753 11.9748 -0.0233 -0.0091 -0.0135
O 5.5799 0.5246 14.0025 -0.0028 -0.0078 -0.0398
O 7.9957 5.0392 15.926 0.0121 0.0069 0.0035
O 9.737 9.8704 15.5815 0.0163 -0.0216 -0.0113
O -0.3985 5.2113 15.2239 0.0033 0.0158 -0.0108
O 1.5635 6.847 20.7923 -0.001 0.0035 0.0094
O 1.4873 0.6457 17.17 0.0031 0.0008 -0.0022
O 6.5866 1.7823 20.799 0.0026 -0.0005 0.0129
O 1.0587 1.7605 12.8689 -0.0241 -0.0042 -0.036
O 3.2396 5.5094 18.3268 0.0062 -0.0014 0.0044
O 9.6605 1.9342 11.4964 -0.0043 0.0059 -0.0461
O 1.0312 3.1258 16.1995 0.0044 0.0141 -0.022
O 8.6671 5.2676 13.3956 -0.0171 0.0004 -0.0302
O 10.1899 8.436 13.4033 0.0146 -0.0287 0.0163
O 1.4413 9.406 21.6879 -0.0002 -0.0023 -0.0038
O 10.0769 9.9354 20.6009 -0.0036 -0.0014 0.0053
O 3.5382 0.2361 11.2934 0.1278 0.0351 -0.0516
O 5.2168 2.4288 10.7488 0.0033 -0.0374 0.0103
O 1.6617 4.1691 13.9025 -0.0069 0.0101 -0.006
O 8.0354 10.8251 10.7871 -0.0032 0.0132 -0.009
O 9.137 4.486 18.2306 0.0075 0.0001 0.0053
O 5.6129 9.5473 15.8137 0.0008 -0.0033 -0.0283
O 5.6512 0.0027 9.7243 -0.0067 0.0188 -0.0712
O 3.6157 2.396 13.43 -0.0182 0.0067 -0.024
O 2.012 5.6569 16.0318 -0.0038 -0.0073 -0.0264
O 9.6832 1.116 14.0337 0.0073 0.0258 -0.0619
O 4.3764 7.0309 11.5236 0.0412 -0.005 0.0472
O 4.7417 4.4969 20.2255 0.0025 0.0057 0.0128
O 9.947 1.389 16.6428 -0.0034 -0.0001 -0.0119
O 6.8871 4.3038 11.6216 0.0092 -0.0408 -0.0294
O 5.5748 8.4132 18.5705 -0.0002 -0.0013 0.0057
O 9.0662 2.7427 20.2581 -0.003 0.0002 0.0037
O 3.5819 1.1427 15.7712 0.0108 0.0129 0.0069
O 4.2038 3.0835 17.9163 0.0004 0.0063 0.0066
O 9.9074 7.2217 20.8873 0.0063 -0.0032 0.0051
O 3.1825 8.7604 9.8815 -0.0808 0.0719 0.0273
O 3.9504 7.4374 16.3706 -0.0006 0.0071 -0.0151
O 7.624 0.515 15.7111 0.0056 0.0085 -0.0183
O 8.8551 7.3251 15.2316 -0.0026 0.0114 -0.0314
O 3.9243 1.4442 21.1456 0.0152 0.0013 0.0033
O 1.7192 9.0898 12.1462 -0.0013 -0.0847 -0.0351
O 2.3122 6.1574 10.1983 -0.0095 -0.0243 0.0378
O 7.3393 6.4629 18.1295 -0.0039 0.0073 0.0109
O 7.2148 4.3733 21.1171 -0.0034 -0.0113 0.0109
O 4.6123 8.2679 13.8088 0 0.0053 -0.0517
O 3.327 8.6757 19.9555 -0.002 -0.0074 0.009
O 2.4806 3.2526 19.8806 0.0024 0.0003 0.0051
O 3.7243 10.3792 17.9715 0.0065 -0.0102 -0.0013

Results
free energy: -139055.195 eV
free energy less fixed offsets of As -4856.12, O -568.88, Si -635.61 eV per atom: 1.235 eV

The program warned: the cutoff lies below the one the program advises for these potential files; the exchange-correlation potential is rough where the density is thin.
